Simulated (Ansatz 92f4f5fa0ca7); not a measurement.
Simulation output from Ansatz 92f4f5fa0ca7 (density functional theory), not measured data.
Periodic cell of 192 atoms, Si128O64, from a study of silicon, its oxide and their interface. The atomic structure is a simulated model.
This geometry differs little from another in the collection (a relaxation step or a small displacement).

Settings
functional: r2SCAN
potential files: Ansatz PAW
basis: plane waves
wave-function cutoff: 800 eV
density cutoff ratio: 5
exchange-correlation grid ratio: 1
k mesh: 1 x 1 x 1, shifted by 0.5 0.5 0 of a step
self-consistency stop: 1e-10 eV per atom in the density residual
occupations: fixed
spin: none
net charge: 0

Cell vectors (angstrom)
a  10.887  0  0
b  0  10.887  0
c  0  0  28.4768

Atoms and the computed forces on them: element, x, y, z (angstrom), force x, y, z (eV/angstrom)
Si  0.3924  -0.3949  0.2523  0.0009  0.0006  -0.0014
Si  2.9454  2.3123  0.1009  -0.0002  -0.0014  -0.0003
Si  -0.0577  5.7574  0.1325  0.0002  0.001  -0.0009
Si  2.5453  8.2517  0.0251  -0.0011  0.0001  -0.0002
Si  5.2543  0.1928  -0.0823  -0.0007  0.0008  0.0004
Si  7.9293  2.9112  -0.0387  -0.0005  -0.0011  -0.0007
Si  5.6862  5.1009  0.1375  -0.0014  0.0019  -0.0054
Si  8.5095  7.8109  0.1348  -0.0024  0.0009  -0.0051
Si  1.4989  1.1898  1.5364  0.0003  0.0001  -0.0005
Si  4.0963  3.944  1.3881  -0.0006  0.0008  -0.0004
Si  1.4175  6.8413  1.5302  0.0004  0.0001  -0.0001
Si  4.1578  9.4606  1.2687  -0.0004  -0.0001  -0.0001
Si  6.8207  1.3201  1.2952  0.0004  -0.0008  -0.001
Si  9.6166  4.0266  1.2363  -0.0003  0  0.0001
Si  6.8963  6.6726  1.4003  -0.0011  0.0003  -0.002
Si  9.6076  9.4049  1.4586  -0.0005  -0.0003  0.0007
Si  0.0475  2.6645  2.6719  -0.0003  0.0007  0.0004
Si  2.8638  -0.1446  2.8346  0.0009  -0.0006  -0.0003
Si  0.0611  8.1433  2.9072  -0.001  0.0002  -0.0009
Si  2.7696  5.3688  2.7322  -0.0002  -0.0006  -0.0001
Si  5.4907  2.6364  2.7637  -0.0008  -0.0009  0.0004
Si  8.1949  -0.0382  2.6678  -0.0006  0  0.0008
Si  5.512  8.1095  2.6559  -0.0006  0.0007  0.0001
Si  8.2692  5.3272  2.7437  0.0004  -0.0005  -0.0009
Si  1.375  4.0344  4.0736  -0.0004  -0.0002  0.0007
Si  4.1536  1.2971  4.1475  0.0004  -0.0001  0.0004
Si  1.4287  9.4992  4.2076  0.0004  -0.0004  0.0008
Si  4.1315  6.7742  4.05  0.0001  0  0.0001
Si  6.8512  4.0289  4.0966  -0.0007  -0.0002  0.0003
Si  9.5466  1.3362  4.0458  0  -0.0001  0
Si  6.8314  9.4945  4.0401  -0.0004  0.0003  0.0003
Si  9.5533  6.7337  4.1419  0  0.0003  -0.0005
Si  0.0206  0.0148  5.46  -0.0003  0.0003  -0.0003
Si  2.7412  2.6892  5.4411  -0.0001  0.0003  0
Si  0.0322  5.3892  5.4754  0.0004  -0.0002  -0.0004
Si  2.7828  8.1034  5.4879  -0.0002  0  0.0004
Si  5.5042  -0.0563  5.4737  0  0.0001  -0.0001
Si  8.1975  2.681  5.4543  -0.0002  -0.0002  -0.0004
Si  5.4815  5.4309  5.4256  -0.0001  0.0001  0
Si  8.173  8.1468  5.4308  -0.0001  -0.0001  -0.0001
Si  1.3588  1.3814  6.8272  0.0004  0  0.0002
Si  4.0866  4.0915  6.7803  -0.0001  0  -0.0002
Si  1.376  6.7762  6.8199  0  0.0003  -0.0001
Si  4.1069  9.514  6.8335  0  -0.0006  0.0004
Si  6.8274  1.3403  6.8151  -0.0002  0.0002  -0.0001
Si  9.5288  4.0634  6.8284  -0.0001  -0.0001  0.0001
Si  6.7947  6.8218  6.8007  0.0002  -0.0002  0
Si  9.5212  9.5294  6.7876  0.0001  0.0003  -0.0003
Si  -0.0007  2.7306  8.2024  0.0001  0  0
Si  2.7211  0.012  8.1657  0.0002  0.0005  0.0006
Si  -0.001  8.1747  8.1364  0.0002  0  0.0002
Si  2.7212  5.4318  8.1753  0.0002  -0.0001  0.0002
Si  5.4327  2.7211  8.1314  -0.0001  0  0.0003
Si  8.1823  0.0099  8.1758  0.0003  0  0
Si  5.451  8.174  8.1972  0.0001  0.0003  0.0001
Si  8.1525  5.4685  8.1466  0.0001  -0.0001  0.0001
Si  1.3421  4.1094  9.5542  0.0002  -0.0003  0.0002
Si  4.0408  1.4209  9.524  -0.0005  -0.0001  0.0002
Si  1.3169  9.5674  9.5034  -0.0002  0  0.0002
Si  4.0333  6.8414  9.521  -0.0001  0.0001  0.0004
Si  6.7694  4.1059  9.475  0.0003  0  0.0003
Si  9.5152  1.378  9.5527  0.0002  0.0001  0.0004
Si  6.7942  9.5803  9.533  -0.0003  -0.0002  0.0004
Si  9.5106  6.8412  9.5015  0.0001  -0.0003  0.0003
Si  -0.0027  0.0388  10.9229  -0.0002  -0.0003  0.0003
Si  2.6648  2.752  10.9436  0.0001  0.0001  0.0004
Si  -0.041  5.4819  10.8828  -0.0002  -0.0001  0.0005
Si  2.6395  8.2127  10.8669  -0.0001  0.0003  0.0005
Si  5.4121  0.0834  10.8659  -0.0001  0.0002  0.0005
Si  8.1433  2.7901  10.8529  -0.0001  0.0003  0.0004
Si  5.3688  5.4363  10.8226  -0.0003  -0.0001  -0.0002
Si  8.1937  8.2496  10.8611  -0.0001  0.0004  0.0004
Si  1.283  1.4208  12.3498  0  0.0003  0
Si  3.9822  4.1722  12.2784  -0.0002  0.0002  0
Si  1.2525  6.8816  12.2512  0.0001  0.0005  0.0001
Si  3.965  9.6488  12.1686  -0.0001  -0.0001  -0.0001
Si  6.7571  1.4912  12.2091  -0.0006  -0.0007  0.0001
Si  9.5074  4.1117  12.258  0.0002  -0.0004  -0.0002
Si  6.7719  6.8315  12.0401  0.0002  -0.0002  -0.0008
Si  9.5317  9.6013  12.3077  0.0001  0.0004  0
Si  -0.0977  2.7796  13.7687  0.0002  0.0001  0.0003
Si  2.6671  0.0733  13.6949  -0.0004  0.0001  0.0013
Si  -0.0368  8.2108  13.7257  0.0005  -0.0005  0.0008
Si  2.5583  5.5367  13.6351  -0.0008  0.0001  0.0008
Si  5.3899  2.8444  13.5935  -0.0001  -0.0005  0.0013
Si  8.1603  0.1853  13.5494  0.0008  0.0012  0.0006
Si  5.3673  8.1877  13.2755  -0.0002  0  0.0001
Si  8.1002  5.5497  13.4483  0.0001  0.0002  0.0003
Si  1.2149  4.2137  15.154  0.0004  0.0003  0.0002
Si  4.0387  1.5213  15.0037  -0.0006  0.0003  -0.0006
Si  1.3524  9.5765  15.1427  0  -0.0005  0
Si  4.0102  7.0144  14.7375  0.0001  0.0003  0.0006
Si  6.7493  4.3111  14.8478  -0.0006  0.0004  0.0003
Si  9.3489  1.4841  15.2018  -0.0006  -0.0008  0.0007
Si  6.6746  9.5932  14.5117  -0.0001  -0.0001  -0.0005
Si  9.3254  6.8277  14.9539  -0.0003  0.0003  0.0002
Si  -0.3669  -0.2563  16.3708  0.0009  -0.0002  0.0012
Si  2.9847  3.1714  16.3528  0.0002  -0.0004  0.002
Si  -0.5452  5.292  16.3971  -0.0005  -0.0008  -0.0002
Si  3.153  8.5332  16.3113  0  0.0005  0.0009
Si  5.3283  -0.1363  15.9788  -0.0004  -0.0012  0.0011
Si  8.0463  3.1731  16.3799  -0.0001  0.0006  0.0006
Si  5.1631  5.5403  16.075  0.0011  0.0012  0.0016
Si  8.0701  8.5264  16.0073  -0.001  -0.0002  0.0005
Si  4.6656  -5.5894  23.6899  0.0007  0.0004  -0.0001
Si  -0.1626  0.2171  25.8621  -0.0006  0.0002  0.0027
Si  20.747  31.6794  19.0769  0.0006  0.0002  -0.0023
Si  -26.0594  -1.8077  26.4007  -0.0015  -0.0058  0.0035
Si  -4.9843  -10.6318  20.4633  -0.0007  0  -0.0009
Si  8.8735  15.4584  20.7324  0.0002  0.0001  -0.0005
Si  -11.2123  9.6948  22.1437  0.0004  0.0001  -0.0004
Si  0.9908  25.9109  21.3466  0.0002  0.0001  -0.0006
Si  -36.5175  42.6407  18.2149  -0.0008  0.0002  -0.0017
Si  -2.3633  10.0012  24.3337  -0.0017  -0.0005  0.0012
Si  -14.3412  36.5918  23.4361  0.0004  0.0005  0.0012
Si  -12.4733  13.6705  25.7612  0.0003  -0.0009  0.0005
Si  1.8544  11.0825  23.8476  0.0007  0  0.0003
Si  10.2548  6.8536  19.1193  -0.0009  0.0002  -0.0016
Si  -18.4608  14.81  19.1693  0.0003  -0.0002  -0.002
Si  -37.1129  13.973  19.151  0  0  -0.0018
Si  1.0953  25.7626  26.586  -0.0001  0.0007  0.0016
Si  -17.6495  17.6256  18.5347  -0.0007  0.0007  -0.001
Si  -31.4149  7.1908  21.3982  -0.0001  0.0001  0
Si  -4.1123  33.6224  23.0743  -0.0004  -0.0008  -0.0007
Si  -6.4354  10.2423  22.6252  -0.0016  -0.0004  -0.0005
Si  2.3085  25.0328  23.83  -0.0007  0.0004  0.0008
Si  -17.4352  17.7396  26.3763  0.006  0.001  0.0042
Si  15.2187  -3.4115  21.4808  0.0001  -0.0003  -0.0008
O  -17.6993  6.2055  -3.5665  0.0015  0.0015  0.0023
O  -11.4266  21.0187  -7.8792  -0.0001  -0.0003  0.001
O  -1.564  -12.2402  -12.2136  0.0001  0.0002  -0.0001
O  -5.461  8.0161  -2.2424  0.0042  -0.0054  0.0063
O  12.0539  14.1677  -5.7874  0.0004  0.0004  0.0004
O  -3.1146  8.5426  -1.1099  -0.0014  0.0002  0.0006
O  1.9765  35.5472  -1.0909  -0.0004  -0.0004  0.0011
O  0.3493  19.1141  -6.2321  0.0001  0.0001  -0.0004
O  4.9442  3.7514  -9.0935  0.0002  0.0002  0.0001
O  -31.3547  -0.1825  -3.1522  0.0001  0.0002  -0.0007
O  -7.8609  31.8699  -5.1321  -0.0012  0.001  -0.0003
O  -15.0487  13.4505  -5.5741  -0.0001  -0.0005  -0.0001
O  1.4176  31.1481  -0.3854  0.0006  -0.0008  -0.0004
O  10.6997  6.0735  -10.6986  -0.0001  0.0006  0.0015
O  1.7577  14.9385  -3.3495  -0.0003  -0.0003  0.0001
O  8.4521  14.4583  -3.8344  -0.0007  0.0002  -0.0005
O  -8.6501  14.5867  20.3798  -0.0003  0.0007  0.0005
O  3.0534  -3.3646  27.115  0.0043  -0.0014  -0.0014
O  -11.0781  0.4286  27.4485  -0.0002  -0.0012  0.0001
O  -23.511  9.5096  22.9292  0.0002  0  0.0005
O  -6.687  20.6372  16.6084  0.0007  0.0008  0.0003
O  11.9344  -5.522  27.4376  -0.001  -0.0005  0.0002
O  -11.3829  3.7466  26.4503  -0.0001  -0.0004  0.0008
O  -3.6441  30.3322  17.4468  -0.0004  0.0009  -0.001
O  -12.6032  6.0145  20.0157  0.0003  -0.0002  0.0004
O  0.6012  -0.0359  22.8246  -0.0005  -0.0001  0.0008
O  6.9727  3.0047  17.6152  -0.0004  -0.0002  0.0015
O  10.3729  -17.9002  20.7409  -0.0002  0.0003  0.0003
O  -1.2215  19.2037  18.7971  -0.0005  -0.0003  0.0015
O  8.3517  24.0527  26.9796  0.0001  0.0007  -0.0004
O  -15.6211  12.4727  19.6282  -0.0001  0.0006  0.0016
O  10.8611  10.6247  17.9957  -0.0012  -0.0009  0.0003
O  4.1429  -6.5804  16.3589  0.0001  0.0001  0
O  -5.8901  -13.0219  22.2426  -0.0006  0.0001  -0.0001
O  -15.5651  4.8563  23.9709  -0.0006  -0.0001  -0.0014
O  -4.9184  10.4424  27.0461  0.0004  -0.0025  -0.0013
O  -12.1152  17.6608  28.0341  0  0.0001  0.0002
O  -27.9748  27.9128  22.3079  -0.0008  0.0006  0.0008
O  4.76  18.1768  19.9236  -0.0008  -0.0005  0.0008
O  -13.3623  10.5774  18.814  0.0001  0.0001  0.0009
O  7.2575  9.1942  24.9203  -0.0003  -0.0006  0.0023
O  5.3495  -15.5119  17.5522  -0.001  0.0003  0.0008
O  7.0376  11.1521  21.6297  0  0.0008  0.0016
O  4.9229  5.6699  27.2977  -0.0038  0.0054  -0.0006
O  -8.3686  23.439  24.0019  -0.0008  0  -0.0003
O  -24.9885  14.6836  19.9452  0.0005  0.0005  0.001
O  10.2235  12.4779  25.1604  -0.0007  -0.0008  0.0004
O  2.7449  18.611  21.4886  0.0004  -0.0006  -0.0002
O  -15.3685  11.0688  17.1759  -0.0001  -0.001  0.0012
O  -18.064  25.7703  23.4633  0  0.0001  0.0002
O  -21.017  -14.621  19.8714  -0.001  0.0001  0.0007
O  -29.8727  2.9315  17.9712  -0.0002  0.0007  0.0008
O  -24.6869  65.947  24.0886  -0.0009  -0.0003  -0.0008
O  14.0205  29.5587  17.7691  0.0008  -0.0003  0
O  -1.6046  15.0205  16.8883  -0.0002  -0.0001  -0.0001
O  -1.2139  31.7272  25.4577  -0.0015  0.0007  -0.0012
O  3.1409  5.4905  18.8331  0  -0.0001  -0.0012
O  -4.8529  20.7515  19.4816  0  0.0006  0.0003
O  -9.7657  5.6653  21.8993  -0.0002  0.0001  -0.0013
O  6.8107  4.0504  28.0603  -0.0008  0.0001  0.0004
O  5.4113  11.1259  23.6059  -0.0008  0.0002  -0.0018
O  -17.3236  11.0685  21.2052  -0.0002  0.0001  -0.0003
O  -28.5676  12.1794  27.9471  0.0003  -0.0008  0.0002
O  -24.364  4.6643  22.2603  -0.0001  0  0.0004

Results
free energy: -118373.392 eV
free energy less fixed offsets of O -570.45, Si -639.56 eV per atom: -0.912 eV

The program warned: the cutoff lies below the one the program advises for these potential files; the forces do not sum to zero within the program's tolerance; empty levels may hold ghost states of the PAW files; the exchange-correlation potential is rough where the density is thin.
